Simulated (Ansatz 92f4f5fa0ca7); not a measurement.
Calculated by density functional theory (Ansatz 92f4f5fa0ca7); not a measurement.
Periodic cell of 220 atoms, Si132O88, from a study of silicon, its oxide and their interface. The atomic structure is a simulated model.
Doubt: the cutoff is far below the 930 eV that the study's wrapper takes by default for these files, so forces and energies are approximate.

Settings: functional PBE; potential files Ansatz PAW; basis plane waves; wave-function cutoff 580 eV; density cutoff ratio 5; exchange-correlation grid ratio 1; k mesh 1 x 1 x 1, Gamma-centred; self-consistency stop 5e-08 eV per atom in the density residual; occupations fixed; spin none; net charge 0.

Cell vectors (angstrom)
a	10.938	0	0
b	0	10.938	0
c	0	0	32.6775

Atoms and the computed forces on them: element, x, y, z (angstrom), force x, y, z (eV/angstrom)
Si	-0.1169	0.969	24.7433	0.1488	-0.1579	0.2911
Si	5.6125	-0.2004	25.2287	0.1307	-0.3607	-0.1839
Si	2.5079	3.2776	25.2074	-0.1079	0.322	0.2029
Si	8.1367	2.6554	24.9897	0.1483	-0.2356	-0.1001
Si	0.1276	5.332	25.0537	0.177	-0.0273	-0.3254
Si	5.0881	6.0369	25.3346	-0.0618	0.046	-0.0356
Si	2.7452	8.1753	25.3431	-0.0249	-0.0809	-0.4689
Si	7.7927	8.5081	25.218	-0.1102	-0.1763	0.0085
Si	1.3171	1.676	26.4791	0.0724	-0.088	-0.1241
Si	6.809	1.3967	26.489	-0.0391	0.0135	0.0107
Si	4.0832	4.2914	26.5868	-0.0499	0.1617	-0.1724
Si	9.4156	4.1843	26.3568	-0.0054	0.1076	-0.0536
Si	1.2303	6.8697	26.5444	-0.0454	-0.0912	-0.1257
Si	6.7223	7.0112	26.6704	0.1333	0.0393	-0.1412
Si	3.9991	9.6886	26.5908	0.1138	-0.0006	-0.0738
Si	9.4843	9.6215	26.4192	0.1278	0.0675	-0.3457
Si	2.6284	0.1389	27.8588	-0.1756	0.0877	0.0419
Si	8.1914	0.0529	27.8743	-0.0421	-0.0572	-0.0198
Si	-0.127	2.8628	27.8627	-0.0505	0.0617	0.1401
Si	5.436	2.78	27.8523	-0.0572	0.0061	0.0837
Si	2.6553	5.5496	27.9392	0.0329	0.0752	0.0235
Si	8.1524	5.5307	27.8545	-0.0768	0.0548	0.0791
Si	-0.1043	8.2702	27.8526	0.0615	-0.0117	0.2245
Si	5.3504	8.3289	27.9757	-0.0478	-0.0224	0.1816
Si	4.1018	1.3673	29.2592	-0.1761	0.3558	-0.2428
Si	9.5708	1.3673	29.2592	-0.0133	0.3121	-0.0756
Si	1.3673	4.1018	29.2592	-0.4809	0.185	0.0869
Si	6.8362	4.1018	29.2592	-0.0005	0.0791	-0.2957
Si	4.1018	6.8362	29.2592	-0.3695	0.2786	0.4948
Si	9.5708	6.8362	29.2592	-0.2363	0.1254	-0.1664
Si	1.3673	9.5708	29.2592	-0.291	0.2514	-0.4496
Si	6.8362	9.5708	29.2592	0.0748	0.3835	0.1903
Si	0	0	30.6265	0.0661	-0.0462	-0.0198
Si	5.469	0	30.6265	0.1569	0.0007	0.0112
Si	2.7345	2.7345	30.6265	0.0656	-0.0943	-0.0494
Si	8.2035	2.7345	30.6265	0.0537	-0.0811	-0.0084
Si	0	5.469	30.6265	0.1707	-0.0379	0.0214
Si	5.469	5.469	30.6265	0.0115	-0.027	-0.0379
Si	2.7345	8.2035	30.6265	0.1502	-0.109	0.0292
Si	8.2035	8.2035	30.6265	-0.0051	-0.085	-0.0254
Si	1.3673	1.3673	31.9937	-0.0147	0.0548	-0.0085
Si	6.8362	1.3673	31.9937	-0.0854	0.1181	-0.0108
Si	4.1018	4.1018	31.9937	-0.0942	0.0458	-0.01
Si	9.5708	4.1018	31.9937	-0.0634	0.0536	-0.0356
Si	1.3673	6.8362	31.9937	-0.1288	0.1038	-0.0038
Si	6.8362	6.8362	31.9937	-0.0329	0.0635	-0.0021
Si	4.1018	9.5708	31.9937	-0.0919	0.034	-0.0354
Si	9.5708	9.5708	31.9937	-0.06	0.0324	-0.0196
Si	2.7345	0	0.6835	0.1112	-0.0606	0.0466
Si	8.2035	0	0.6835	0.0377	-0.0542	-0.0006
Si	0	2.7345	0.6835	0.0673	-0.0496	0.0023
Si	5.469	2.7345	0.6835	0.0934	-0.1173	0.0215
Si	2.7345	5.469	0.6835	0.1035	-0.0077	0.0097
Si	8.2035	5.469	0.6835	0.036	-0.0955	0.0352
Si	0	8.2035	0.6835	0.1319	-0.065	-0.0069
Si	5.469	8.2035	0.6835	-0.017	-0.0288	0.0151
Si	4.1018	1.3673	2.0507	-0.0832	0.1837	-0.0354
Si	9.5708	1.3673	2.0507	-0.086	0.0633	0.0025
Si	1.3673	4.1018	2.0507	-0.0945	-0.0848	0.0151
Si	6.8362	4.1018	2.0507	-0.0328	0.1591	0.0369
Si	4.1018	6.8362	2.0507	-0.0743	0.0131	-0.0149
Si	9.5708	6.8362	2.0507	0.0016	0.1719	0.0287
Si	1.3673	9.5708	2.0507	-0.2537	-0.1123	0.0088
Si	6.8362	9.5708	2.0507	-0.0129	0.0874	0.0004
Si	0	0	3.418	-0.2862	-0.7909	0.0914
Si	5.469	0	3.418	0.4684	-0.143	0.3069
Si	2.7345	2.7345	3.418	0.121	-0.3841	-0.824
Si	8.2035	2.7345	3.418	0.5631	-0.0723	-0.0641
Si	0	5.469	3.418	-0.0128	-0.1951	0.5553
Si	5.469	5.469	3.418	0.4365	0.2672	-0.1277
Si	2.7345	8.2035	3.418	-0.2663	-0.5675	-0.0856
Si	8.2035	8.2035	3.418	0.3854	-0.0091	0.2228
Si	1.4838	1.2294	4.6788	-0.0402	0.0102	-0.1437
Si	6.9919	1.3108	4.8029	0.0333	-0.0926	-0.0455
Si	4.151	4.0344	4.6724	0.0054	0.1128	-0.0856
Si	9.6252	4.0221	4.8574	0.0869	-0.0854	-0.0623
Si	1.4102	6.7526	4.8701	0.1978	-0.0231	-0.0761
Si	6.9443	6.8026	4.8156	-0.0461	-0.0998	-0.1001
Si	4.1708	9.441	4.7329	-0.0216	-0.0794	-0.174
Si	9.5982	9.4661	4.934	-0.0317	0.1923	-0.0132
Si	2.7811	-0.1862	6.027	-0.1348	-0.1585	0.1087
Si	8.3026	0.0125	6.3845	0.1547	-0.1392	0.0914
Si	0.2317	2.5567	6.0601	-0.0263	-0.0707	0.1696
Si	5.5617	2.7232	5.9601	-0.054	0.0124	0.0671
Si	2.8759	5.2927	6.1509	0.0213	-0.1842	0.2079
Si	8.1484	5.2861	6.2569	-0.1216	0.0947	-0.071
Si	0.1019	8.0571	6.363	-0.16	-0.2679	0.2357
Si	5.5241	8.135	6.1347	0.0284	-0.0286	0.078
Si	4.2222	1.2445	7.1019	-0.0043	0.0832	0.5894
Si	10.2385	1.0288	7.6168	-0.0518	0.1773	0.0362
Si	2.0241	3.4019	7.4031	0.2109	-0.0129	0.4192
Si	6.3134	4.3831	7.4363	0.3219	-0.6026	0.2347
Si	4.6657	6.2271	7.35	-0.4095	0.5748	0.0678
Si	9.3047	6.0159	8.168	-0.21	-0.1977	0.0613
Si	1.3952	9.5849	7.5864	0.1118	0.1728	0.308
Si	6.3944	9.9446	7.4666	-0.1019	0.29	0.3418
O	1.3513	4.2986	24.5212	-0.0268	-0.1286	0.4972
O	6.6956	9.613	24.6146	-0.0259	0.0975	0.4322
O	3.1903	2.2881	7.9526	-0.0849	0.0818	-0.6499
O	8.3709	6.7182	9.3144	0.0016	0.0811	-0.1057
O	4.0105	6.7808	8.7676	0.1237	-0.1724	-0.0092
O	0.372	-0.1506	8.166	-0.2875	-0.0125	-0.3045
O	3.8704	7.0611	24.869	0.1679	-0.0686	0.2905
O	10.4357	-0.5513	25.2508	-0.222	-0.0584	0.208
O	-0.5258	7.08	7.6128	0.3731	0.477	-0.4276
O	1.3307	3.7535	8.8568	-0.0631	-0.0078	-0.0513
O	10.0349	2.0493	8.9229	-0.0275	-0.1192	-0.0852
O	6.6161	7.6437	10.995	-0.0347	0.0409	-0.0002
O	5.2883	0.2238	7.9551	0.0154	-0.1794	-0.6206
O	2.1855	8.8102	8.8438	-0.1608	0.0926	-0.2296
O	6.8318	3.6032	8.8568	-0.121	0.2813	-0.4684
O	8.9792	6.7815	11.9393	0.0034	0.0291	0.0561
O	3.4988	2.7418	24.0167	0.1088	-0.4196	-0.405
O	4.8707	0.3954	23.8878	-0.1715	0.0484	0.0309
O	9.4195	1.7674	24.3994	0.0053	0.0048	0.0655
O	10.3855	5.9686	23.6653	-0.0136	-0.1156	0.2258
O	8.299	7.6065	23.9386	-0.1058	0.0119	0.0028
O	2.0961	8.8992	23.9922	0.1083	-0.0182	0.2694
O	5.8181	5.7319	23.8977	0.0779	-0.0447	-0.05
O	0.8024	12.0021	23.3947	-0.0069	0.041	-0.082
Si	3.2678	7.8976	9.6872	0.1432	0.0383	-0.0041
Si	12.9892	5.0308	18.9707	-0.0268	-0.0338	0.122
Si	6.6077	3.5921	10.4725	-0.235	-0.0004	0.3787
Si	4.2805	1.664	23.0393	0.0041	0.1471	-0.0337
Si	7.0908	2.9571	17.1543	0.065	0.0384	0.0342
Si	12.4828	0.7502	21.968	-0.3604	-0.1596	-0.0872
Si	6.7121	8.4361	18.1699	-0.129	-0.0771	0.1243
Si	14.6855	9.2787	19.0225	0.0192	-0.117	0.1306
Si	8.7384	4.9567	15.3752	0.0625	0.0162	-0.042
Si	7.7842	6.6165	20.5523	-0.026	-0.0937	-0.0031
Si	3.9903	3.5015	16.9819	-0.1453	0.1278	0.019
Si	8.8704	7.4051	13.4515	0.004	-0.0233	-0.1208
Si	11.764	7.7972	14.542	0.03	-0.1243	-0.0876
Si	4.4493	5.0822	14.2612	-0.0618	-0.1073	-0.1824
Si	7.798	6.5091	10.8278	0.0778	-0.0315	0.0833
Si	1.1533	8.7805	22.659	0.0581	-0.3433	-0.1572
Si	7.2039	-1.0894	14.154	-0.0313	0.0762	-0.1574
Si	6.0385	-1.912	10.3102	0.0085	0.1476	0.2821
Si	16.4107	7.6479	15.4482	0.0172	0.0834	0.0194
Si	6.1829	2.9261	22.338	0.0693	-0.137	-0.2545
Si	13.1706	6.4769	12.359	0.0326	-0.1555	0.1346
Si	12.1248	3.6224	12.1522	0.2947	0.0513	0.076
Si	8.117	10.9274	16.87	-0.024	-0.063	-0.016
Si	5.4309	-5.089	22.3215	-0.1265	0.541	-0.0472
Si	6.2981	0.8692	11.9313	-0.2143	0.1044	-0.0598
Si	0.0257	3.0577	14.9091	0.0512	0.0379	-0.1253
Si	-0.0466	1.1423	17.2301	-0.0117	0.1432	0.0451
Si	2.9687	11.463	17.3582	0.0827	-0.0387	-0.0001
Si	13.7886	8.9167	16.3237	0.0696	-0.0024	0.1046
Si	9.5736	7.2402	23.0017	0.1747	0.1598	-0.1113
Si	8.1522	-7.4886	20.0807	0.2154	0.3015	0.0177
Si	10.7772	3.4239	9.4429	0.1149	0.0558	-0.0286
Si	0.1997	2.755	19.8872	0.0304	0.2033	-0.0464
Si	11.3659	-5.5048	16.4768	-0.0021	0.0078	0.0858
Si	2.9637	7.2134	21.0376	-0.1141	-0.0299	-0.0093
Si	15.2434	3.008	12.0614	-0.0506	-0.0304	-0.0609
O	12.3605	8.9401	15.5314	0.0159	0.0162	0.0305
O	11.8122	-6.9984	15.9966	-0.0054	-0.0134	-0.0393
O	9.8815	4.7035	8.9681	0.0926	-0.0898	0.0852
O	4.9275	3.7815	13.3791	0.0019	0.1052	0.1096
O	6.8991	0.316	13.3577	0.0416	-0.0589	0.1025
O	3.4076	8.6941	20.4998	0.0508	0.0763	-0.0368
O	-1.3293	0.1854	17.4959	-0.0063	-0.0482	0.0006
O	6.7687	9.148	8.8582	-0.0108	-0.0047	-0.1648
O	7.281	4.9663	11.0798	0.0984	0.0083	-0.0771
O	-3.8463	2.1724	11.2292	0.1097	0.0532	-0.1319
O	3.2312	-6.6864	18.1923	0.0709	-0.0339	-0.0167
O	7.4089	-1.0647	17.8871	0.0469	0.1295	-0.0337
O	5.2728	8.7881	18.8103	0.0199	0.0213	-0.0489
O	3.1381	12.0583	21.9898	0.096	0.0182	0.085
O	12.2548	10.0958	21.7222	0.0657	0.1073	0.0799
O	3.3385	12.9513	16.8592	0.0098	-0.0775	0.0077
O	11.977	6.3945	15.329	-0.0047	0.0367	0.0066
O	9.0977	6.987	21.4537	0.1207	0.0009	0.2457
O	5.4339	4.3058	21.8248	0.1882	-0.1642	0.0286
O	5.5775	6.2016	14.6718	0.0485	0.0728	0.0506
O	5.5299	3.2777	17.424	0.087	-0.0418	0.0327
O	10.5306	-2.3791	23.0272	-0.1056	0.0474	0.0894
O	7.9424	3.0473	18.5291	-0.0593	-0.0643	-0.0699
O	14.5404	-0.0193	18.7996	-0.0262	0.0436	-0.0267
O	1.2282	-6.913	19.9556	-0.0492	-0.0632	-0.0167
O	12.586	7.7711	13.1438	-0.0318	0.0337	0.045
O	9.7343	5.5557	16.5403	-0.0338	0.0014	0.0363
O	1.1412	5.2589	12.2605	-0.0226	0.0093	-0.0235
O	10.2169	7.9901	14.1432	-0.0186	0.0221	0.0221
O	18.8362	5.0547	20.1408	-0.0355	-0.1122	0.0035
O	-4.4692	6.7929	21.4916	-0.049	-0.1174	0.1039
O	4.4096	8.9036	10.2803	-0.0364	0.0062	-0.101
O	-0.2392	1.6552	15.6814	-0.0167	-0.0545	0.0493
O	7.9754	8.7467	13.2429	-0.0044	-0.0236	0.0558
O	13.65	8.5964	17.934	-0.0376	0.0491	-0.1581
O	-6.9449	6.5579	22.0979	0.0561	-0.0817	0.0493
O	17.3655	7.5808	16.7908	-0.0052	-0.0339	-0.0405
O	9.6951	3.1506	20.5242	-0.1029	-0.0316	0.0116
O	1.0223	5.7578	17.9386	-0.0457	0.0131	-0.056
O	0.8373	12.4675	20.7324	0.0814	-0.0653	0.1257
O	3.8705	-3.1414	15.7373	0.003	0.0127	-0.0201
O	5.8664	-1.9218	14.6274	-0.0148	-0.0387	0.02
O	8.1652	-0.7065	15.4024	0.0681	0.0145	0.0817
O	3.4536	5.8797	13.2493	-0.0033	0.0405	-0.0114
O	7.6181	7.5603	19.2225	0.0094	-0.0066	-0.041
O	4.7663	1.4342	12.1724	0.1209	-0.0707	-0.0107
O	7.1582	3.0391	23.6921	0.0537	0.1966	-0.004
O	7.5368	-6.8326	16.0666	0.0036	-0.0504	0.0382
O	10.9131	2.3628	18.318	-0.0243	-0.0803	-0.069
O	4.9943	3.6843	10.7403	0.0293	0.0057	-0.072
O	6.3427	-0.4735	11.0182	-0.0032	-0.14	-0.0522
O	13.6455	3.1221	11.8279	-0.1011	0.0264	0.0058
O	7.1698	-8.3736	21.0549	-0.0909	0.0754	0.2103
O	14.4447	10.4168	16.2096	-0.0285	0.0271	-0.0638
O	12.2866	0.3456	17.434	-0.0679	-0.005	0.0107
O	8.2842	6.2099	14.426	-0.0215	-0.0257	0.0326
O	7.315	1.4093	16.6684	-0.0347	0.0104	-0.0175
O	9.6037	3.8727	14.4936	-0.0273	-0.0209	0.0325
O	14.7794	4.4146	15.6322	-0.0036	-0.023	0.036
O	2.5898	7.0355	10.884	0.0051	0.0163	-0.1012
O	10.9987	3.2282	11.0483	-0.154	0.0001	-0.2133
O	11.7779	2.8314	13.5337	-0.0519	-0.008	0.0453
O	13.7155	-4.7541	19.8172	0.0819	0.0425	0.0534
O	1.5527	7.4427	21.8056	0.013	0.1445	0.1505

Results
free energy: -133960.979 eV
free energy less fixed offsets of O -568.88, Si -635.61 eV per atom: 0.981 eV

The program warned: the cutoff lies below the one the program advises for these potential files; the exchange-correlation potential is rough where the density is thin.
